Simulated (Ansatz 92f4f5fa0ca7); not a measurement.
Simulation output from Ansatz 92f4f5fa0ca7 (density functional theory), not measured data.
Periodic cell of 288 atoms, Si144O112H32, with a vacuum gap, from a study of silicon, its oxide and their interface. The atomic structure is a simulated model.

Settings: functional r2SCAN; potential files Ansatz PAW; basis plane waves; wave-function cutoff 800 eV; density cutoff ratio 5; exchange-correlation grid ratio 1; k mesh 1 x 1 x 1, shifted by 0.5 0.5 0 of a step; self-consistency stop 1e-11 eV per atom in the density residual; occupations fixed; spin none; net charge 0; applied field sawtooth along c, amplitude +0.015 V/angstrom in the program's sign convention, ramp centred at 0.9898 of c and 0.0205 of c wide, no dipole correction.

Cell vectors (angstrom)
a  10.888  0  0
b  0  10.888  0
c  0  0  48.8853

Atoms and the computed forces on them: element, x, y, z (angstrom), force x, y, z (eV/angstrom)
Si  -0.1233  0.0965  35.0632  0.0066  -0.0013  0.0306
Si  2.5617  2.9407  35.4387  0.0001  0.0021  0.0197
Si  0.3174  5.1267  34.9905  0.0031  -0.0015  0.0341
Si  3.2288  7.6796  35.1109  -0.0017  -0.0002  0.0271
Si  5.7373  -0.2371  35.3543  -0.004  0.0028  0.0249
Si  7.4949  3.1979  35.2129  0.0012  0.0027  0.0248
Si  5.3611  5.4598  35.5792  -0.0038  -0.0025  0.0086
Si  7.8411  8.32  35.2085  -0.0075  0.0046  0.0287
Si  1.304  1.3085  36.5143  -0.0029  0.0025  -0.0148
Si  3.9896  4.1014  36.8397  -0.0078  0.0017  -0.0154
Si  1.4074  6.7624  36.345  0.0052  -0.0066  -0.0172
Si  4.1109  9.4232  36.5015  0.0063  -0.003  -0.016
Si  6.7284  1.4522  36.6291  -0.0001  -0.0069  -0.0163
Si  9.4308  4.1342  36.3016  0.0021  -0.0035  -0.0146
Si  6.8022  6.8544  36.7117  -0.0068  0.004  -0.0128
Si  9.4501  9.5749  36.422  -0.0027  0.005  -0.0114
Si  -0.1125  2.7379  37.782  -0.0069  0.0044  0.0029
Si  2.7033  -0.0707  37.8263  0.0058  0.0024  0.0092
Si  0.0152  8.1777  37.7032  0.0047  -0.0079  0.0056
Si  2.6011  5.523  37.9978  0.0102  0.0017  0.0081
Si  5.3728  2.6833  38.0523  -0.0012  0.0032  0.014
Si  8.1595  0.054  37.8894  -0.0112  0.0118  0.0043
Si  5.4242  8.2049  38.0159  -0.0079  0.0005  0.0101
Si  8.2278  5.4429  37.8823  -0.0033  -0.0081  0.0108
Si  1.2451  4.0811  39.2273  0.0042  -0.0052  0.0123
Si  4.0113  1.2861  39.2876  0.0007  -0.0167  0.019
Si  1.3388  9.4828  39.1775  0.0092  0.0094  0.0338
Si  4.0386  6.8358  39.3193  -0.0066  -0.0181  0.0046
Si  6.8292  4.0789  39.2547  0.0004  0.0064  0.0181
Si  9.5214  1.3831  39.2445  0.0018  0.0052  0.0068
Si  6.8026  9.5911  39.2808  0.0004  0.0054  0.0153
Si  9.5799  6.8346  39.1786  -0.0055  -0.0077  0.0272
Si  0.0136  -0.0079  40.5526  -0.0259  0.0188  0.1621
Si  2.6607  2.7176  40.563  -0.0165  0.0469  0.165
Si  -0.0363  5.4649  40.6175  0.0119  -0.0106  0.2026
Si  2.6775  8.1908  40.6385  0.0138  -0.0218  0.1989
Si  5.4225  0.003  40.6592  -0.0089  0.0046  0.1967
Si  8.159  2.7181  40.6312  0.0139  -0.0142  0.1929
Si  5.4417  5.4375  40.5909  -0.0182  0.0181  0.159
Si  8.1942  8.1771  40.5486  -0.0239  0.0087  0.1689
Si  1.359  1.3518  41.9348  -0.1129  0.015  0.3378
Si  4.0612  4.0682  41.9231  0.0209  -0.0007  0.1841
Si  1.3462  6.7992  41.9865  -0.0325  0.0137  0.2993
Si  4.0579  9.5294  41.9912  0.0163  -0.0072  0.4289
Si  6.7946  1.3662  41.9973  -0.0574  0.067  0.331
Si  9.509  4.0928  41.9794  -0.039  0.057  0.3331
Si  6.8303  6.7999  41.9077  -0.0977  0.0704  0.2774
Si  9.5428  9.5221  41.9222  -0.0065  0.0568  0.2467
Si  0.0182  2.7156  6.91  0.067  -0.0841  -0.3481
Si  2.7252  0.0399  6.9551  -0.0331  -0.0625  -0.2694
Si  -0.0049  8.1843  6.9474  0.051  -0.0045  -0.2259
Si  2.7191  5.4205  6.9377  -0.0325  0.0047  -0.2102
Si  5.4222  2.7456  6.94  0.0548  0.0055  -0.2921
Si  8.1901  -0.0275  6.9234  0.0682  -0.0632  -0.2767
Si  5.4468  8.1218  6.8787  0.0372  -0.0187  -0.473
Si  8.1542  5.4576  6.9478  0.0935  -0.0363  -0.2391
Si  1.3571  4.0605  8.3094  -0.0215  0.0433  -0.1823
Si  4.0768  1.4092  8.3247  0.0076  -0.0125  -0.1708
Si  1.3648  9.5604  8.2926  0.0276  -0.0138  -0.172
Si  4.1184  6.7685  8.2646  -0.06  0.0336  -0.1889
Si  6.7953  4.0879  8.2993  0.0565  -0.0552  -0.172
Si  9.5904  1.3314  8.2583  -0.0013  -0.0203  -0.1955
Si  6.7974  9.4679  8.223  0.008  0.0119  -0.1965
Si  9.5347  6.8073  8.3051  0.0326  -0.0497  -0.1692
Si  0.041  0.0221  9.7091  -0.0045  0.0003  -0.0261
Si  2.7029  2.7435  9.7356  0.0021  -0.008  -0.0296
Si  0.0045  5.4322  9.6702  -0.0041  -0.001  -0.0094
Si  2.7726  8.1835  9.5587  -0.0013  -0.0057  0.003
Si  5.4856  -0.0164  9.5494  -0.0076  -0.0037  -0.0102
Si  8.2305  2.6987  9.5531  -0.003  0.0142  -0.0012
Si  5.4254  5.413  9.6902  0.008  0.0099  -0.0355
Si  8.1259  8.1339  9.6342  0.001  0.0149  -0.0207
Si  1.3663  1.4052  11.1587  -0.0057  -0.0065  -0.0076
Si  4.0753  4.0877  11.1122  -0.0018  0.0012  -0.0119
Si  1.4671  6.8214  10.9265  0.0039  0.0025  0.0009
Si  4.1062  9.5657  10.9039  -0.0029  -0.0074  -0.0043
Si  6.9579  1.2534  10.8479  0.0077  0.0009  -0.0077
Si  9.5093  4.0259  11.004  0.0008  -0.0082  -0.0026
Si  6.8128  6.7435  11.0344  0.0034  0.0072  -0.013
Si  9.4971  9.5085  10.9459  -0.0071  0.009  -0.0079
Si  0.0011  2.8248  12.5279  -0.0089  0.0089  0.0127
Si  2.8346  0.0216  12.3914  0.0094  -0.0055  0.008
Si  -0.1107  8.0083  12.1729  0.0094  -0.0175  0.0149
Si  2.7488  5.5722  12.4886  -0.0083  0.0179  0.0108
Si  5.5702  2.5556  12.1271  0.0059  -0.0087  0.0049
Si  8.2976  0.0261  12.4022  -0.0075  0.0016  0.0086
Si  5.4934  8.2456  12.2322  -0.0056  0.0088  0.011
Si  8.0843  5.2867  12.4212  0.0126  -0.0136  0.0151
Si  0.8648  4.7357  13.6743  0.013  -0.0119  0.0228
Si  4.5836  1.0185  13.556  -0.0113  0.0027  0.0118
Si  1.8147  9.5796  13.9935  -0.0049  0.0029  0.0227
Si  3.9553  7.2926  13.674  0.0057  -0.0027  0.0175
Si  6.9263  3.6083  13.6575  -0.0074  0.0007  0.0084
Si  9.3562  1.6125  13.8771  0.0089  -0.003  0.0146
Si  6.7373  9.6694  13.6139  0.0075  -0.0071  0.0122
Si  9.8751  6.3009  13.4812  -0.0178  0.0154  0.0143
Si  18.3734  -11.6761  28.2769  0.0001  0.0024  0.0413
Si  0.7567  10.6321  19.1125  0.0053  0.001  0.0577
Si  28.3235  -0.3654  24.1593  0.0036  -0.0021  0.0367
Si  -8.8746  4.8277  23.7145  -0.0003  -0.0031  0.0433
Si  21.6626  10.6469  16.0413  -0.0006  -0.0054  0.051
Si  23.766  -2.9189  23.5478  0  0.005  0.0395
Si  20.1141  -10.058  24.285  0.0008  0.0037  0.0481
Si  30.4018  -0.3123  31.0642  0.007  0.0059  0.0446
Si  20.7069  -13.7354  27.4359  -0.003  -0.0004  0.0487
Si  29.1572  -12.8915  20.3734  -0.0044  0.0011  0.0502
Si  25.764  12.059  33.3576  -0.0012  -0.0036  0.0483
Si  37.1962  6.7164  16.5019  0.0049  0.0055  0.0512
Si  1.9297  -1.2515  33.2197  0.0045  -0.0021  0.0367
Si  35.7761  -0.6782  28.779  -0.0054  0.0026  0.0439
Si  33.4511  -11.2571  30.6046  -0.0013  -0.0045  0.0378
Si  24.2131  -9.9527  26.3445  0.0012  -0.0059  0.0401
Si  16.6688  2.3926  18.4138  0.0022  -0.0131  0.0454
Si  40.7238  -2.9523  32.2061  0.0018  0.0014  0.0471
Si  15.668  -7.8272  15.7172  0.0027  0.0004  0.0492
Si  19.9931  -19.769  33.0044  -0.0039  0.0025  0.0373
Si  26.7513  -9.6189  22.1612  0.0017  0.0005  0.0535
Si  7.1187  -3.0048  23.269  0.0018  -0.0067  0.048
Si  20.4955  -4.2964  30.0562  0.0008  -0.0073  0.0369
Si  23.7961  -2.7942  20.3084  0.0005  0.0017  0.0169
Si  34.0647  -19.1099  30.5022  0.0032  0.0029  0.042
Si  4.7817  -13.3677  25.0308  0.0008  -0.0037  0.0437
Si  17.0008  -16.3581  18.6308  0.0021  0.0008  0.0417
Si  17.4827  -6.8674  26.3759  0.004  -0.0015  0.0431
Si  39.0199  -7.3319  29.2692  -0.0071  -0.0016  0.0409
Si  4.1679  -9.2214  30.3407  0.0006  0.0037  0.0204
Si  -0.7905  12.2365  21.3887  -0.0058  -0.0012  0.0514
Si  10.8077  4.541  32.0849  -0.002  0.0015  0.0464
Si  41.388  -3.8734  18.4906  0.0044  -0.0012  0.0417
Si  15.0776  -7.8865  24.6124  0.0037  -0.0037  0.0469
Si  52.0302  -15.7076  25.2466  0.002  -0.0019  0.0423
Si  28.431  -15.4593  30.0792  0.0079  0.0047  0.0354
Si  14.0291  -9.3835  19.8481  -0.003  -0.0007  0.0432
Si  34.9292  -16.9688  16.4918  0.0022  0.0059  0.0486
Si  11.072  2.6169  27.7867  0.0019  -0.0012  0.0433
Si  26.8184  -13.6381  28.0515  0.004  0.0009  0.042
Si  40.8902  2.0172  27.7528  -0.0016  -0.0019  0.0319
Si  22.9833  -7.2973  21.054  0.0041  0.0027  0.0421
Si  -10.252  5.6075  19.0111  -0.0005  0.0024  0.0539
Si  -2.17  19.1231  15.6519  0.0007  -0.0001  0.0464
Si  21.2902  3.6876  25.1869  -0.0062  0.0027  0.0391
Si  0.3442  -1.1673  25.3818  0.0025  0.002  0.0406
Si  37.4848  -2.9338  19.0909  0.0039  0.0102  0.045
Si  29.1948  -20.645  20.3838  0.0034  0.0014  0.0434
O  -6.5433  6.5012  34.7436  -0.0024  0.0042  -0.0094
O  10.0595  1.0084  15.2493  -0.0108  0.0121  -0.0308
O  -0.8317  12.0348  34.0123  -0.0096  0.0046  -0.0202
O  38.7308  -1.9798  19.4382  -0.0071  -0.0047  -0.012
O  24.0952  -18.9177  20.1457  0.0062  -0.0056  -0.0225
O  12.4267  -0.64  29.194  0.0084  -0.0018  -0.0158
O  -0.5277  5.34  30.7437  -0.0041  0.0093  -0.026
O  12.3233  3.9455  34.8212  -0.002  0.0007  -0.0099
O  5.5498  3.3373  25.3809  -0.0121  -0.0043  -0.0193
O  12.3334  -1.3732  31.6909  -0.0063  0.0061  -0.0275
O  7.687  10.4433  20.6954  0.0002  -0.002  -0.0088
O  -2.8506  9.5504  32.1676  0.0017  0.003  -0.0075
O  -10.2375  -11.9449  34.1914  0.0067  -0.003  -0.0231
O  18.7088  2.8584  29.0927  0.003  -0.0033  -0.019
O  26.164  1.7143  31.9178  -0.0043  0.0026  -0.0512
O  32.5067  -10.5137  20.2784  0.0104  -0.0096  -0.0288
O  1.3418  10.3334  15.3652  0.0106  -0.0049  -0.0226
O  3.5127  3.7718  16.4378  0.0048  -0.002  -0.0188
O  4.7496  -3.1856  26.5033  -0.0016  0.0022  -0.034
O  4.0861  12.7733  14.8457  0.0017  -0.0113  -0.0318
O  17.9908  5.456  25.8476  0.003  0.0054  -0.014
O  31.9894  -15.39  18.4661  -0.0057  0.004  -0.0123
O  9.8396  10.5066  25.1586  -0.0038  0.0065  -0.0207
O  9.4089  -3.9019  14.899  0.0088  -0.0127  -0.0232
O  33.556  -6.9627  24.415  0.0111  0.0074  -0.0204
O  7.4437  -2.0391  14.8511  -0.012  0.0082  -0.0278
O  31.5799  -1.5015  15.8764  -0.0024  -0.0003  -0.0263
O  14.6047  11.7571  21.2298  -0.0098  0.002  -0.0299
O  11.1356  -6.377  20.1331  -0.0034  0.0118  -0.025
O  1.5361  -0.0811  25.4838  -0.0059  -0.0056  -0.0156
O  36.1963  -2.4198  19.8855  0.0107  -0.0024  -0.0272
O  14.2275  0.0553  27.3542  -0.0037  0.0087  -0.0273
O  2.1988  11.3425  19.0951  -0.0052  -0.006  -0.0225
O  13.7403  -2.5305  14.2793  -0.0016  -0.002  -0.0199
O  3.3984  4.3911  24.4171  -0.0066  0.0044  -0.0185
O  17.877  12.2952  18.8512  -0.0073  0.0088  -0.0185
O  1.9872  8.1582  21.9327  0.0006  0.0022  -0.068
O  7.6624  5.8351  18.8058  -0.0035  -0.0002  -0.012
O  0.444  -1.9134  13.3883  -0.0007  0.0022  -0.0143
O  29.2258  -21.1529  27.4875  0.0009  0.0036  -0.012
O  -1.4791  4.8595  24.7657  0.0024  -0.0015  -0.0128
O  7.5891  -20.9308  24.4735  -0.0008  -0.002  -0.0157
O  18.4981  -0.3846  29.8301  -0.0061  -0.0015  -0.0341
O  16.5645  -14.2034  23.9523  0.0078  -0.0002  -0.0207
O  8.7535  12.8493  20.7356  -0.004  0.0002  -0.012
O  11.3452  3.1317  29.2798  -0.0055  0.0003  -0.0282
O  26.139  1.8139  18.8742  0.0109  0.0053  -0.0136
O  23.7687  4.4821  22.14  -0.0046  -0.0078  -0.0371
O  12.1547  -6.3688  15.2576  -0.0113  -0.0006  -0.0368
O  25.4314  -13.0824  28.6882  0.0038  -0.0032  -0.0159
O  17.1342  -27.9033  30.3531  -0.0013  -0.0021  -0.0112
O  48.7301  -15.3609  19.5198  0.0017  -0.0035  -0.0261
O  24.588  10.9686  33.3487  -0.0012  0.0001  -0.0206
O  5.9193  -6.702  27.8369  0.0017  0.003  -0.0273
O  7.5742  -34.1902  23.7171  0.0012  -0.0039  -0.0158
O  38.7628  -12.4284  28.041  -0.0019  -0.0014  -0.0054
O  8.6318  -2.6948  19.6069  0.0072  -0.013  -0.031
O  6.3829  4.3715  34.8321  0.0032  -0.0012  -0.0103
O  34.329  -15.1451  19.7244  -0.0051  -0.0088  -0.0152
O  15.4934  8.008  17.4774  -0.0052  -0.006  -0.0331
O  14.2026  -13.2626  24.3382  -0.0099  -0.0006  -0.0195
O  11.5992  8.7738  24.1245  0.0083  -0.0096  -0.0232
O  29.9618  -4.0389  23.8638  -0.0067  0.0095  -0.0262
O  28.851  -13.8363  21.6607  0.0019  0.0088  -0.0456
O  32.4707  -7.0678  26.7826  -0.0032  0.0047  -0.0315
O  38.8874  -20.0172  21.2717  0.0103  -0.0003  -0.0254
O  33.6528  30.8685  19.5554  -0.0045  0.0071  -0.0153
O  27.3536  5.6213  17.1034  -0.0078  0.0038  -0.0327
O  16.6577  14.8683  14.7848  0.0174  0.0028  -0.0222
O  36.0193  -9.0268  25.4033  0.0081  0.0099  -0.0197
O  20.5685  -10.3011  22.7501  0.0075  0.0045  -0.0383
O  7.7805  2.4546  33.7956  0.0056  -0.0055  -0.0229
O  21.8691  -0.0304  17.6433  -0.0064  0.0024  -0.0447
O  19.0346  -4.6609  29.4361  -0.0024  -0.0007  -0.0164
O  5.6211  -11.0126  14.1493  0  0.0033  -0.0039
O  15.4225  -19.3247  23.1434  0.0041  -0.0107  -0.0301
O  46.4523  -8.3104  29.9365  0.0016  -0.0013  -0.0037
O  32.925  -8.3835  21.7811  0.0041  0.0016  -0.0201
O  32.69  5.5042  33.3998  -0.0041  -0.0036  -0.0274
O  16.1772  -21.2977  33.9704  -0.01  0.004  -0.0224
O  30.4414  -20.6332  31.7281  -0.003  -0.01  -0.0221
O  14.8417  0.1279  29.9041  -0.0026  -0.0079  -0.0189
O  24.7486  -4.6284  16.4711  -0.0023  -0.0007  -0.0201
O  19.1539  -3.2214  17.0873  -0.0025  0.0102  -0.0373
O  4.9201  -3.946  14.9565  -0.0042  0.0068  -0.0351
O  20.6776  -9.2614  27.831  0.0006  0.0012  -0.0195
O  11.8647  1.189  31.0527  -0.0002  0.0025  -0.019
O  8.1126  -8.2557  14.295  0.0003  0.0023  -0.017
O  20.2595  -3.3278  31.3349  0.0042  -0.0047  -0.0239
O  16.8548  14.7642  19.0452  -0.0009  0.0025  -0.0227
O  10.1017  -11.5624  30.4996  0.003  -0.0012  -0.0114
O  6.7876  -1.3767  34.8442  0.0042  -0.0028  -0.0142
O  44.8479  -7.1162  31.6767  0.0048  -0.0056  -0.0069
O  45.3548  -4.4821  23.9093  0.0016  0.0006  -0.017
O  20.0687  -3.8923  26.3681  -0.0068  -0.0096  -0.0254
O  38.443  2.4424  16.8138  -0.0087  0.0086  -0.0477
O  20.6659  14.2484  32.4639  0.0038  0.0047  -0.0221
O  23.2573  -9.0221  27.2376  0.0075  -0.0059  -0.0237
O  27.3122  -22.8068  25.2586  0.0052  0.0058  -0.0218
O  28.5718  -25.4746  31.4606  -0.0055  -0.0084  -0.022
O  52.2436  -23.5367  27.839  0.005  -0.005  -0.0172
O  5.4986  -0.0089  22.981  -0.0063  0.0086  -0.0253
O  32.8321  -23.8539  26.7186  0.0061  0.0075  -0.0217
O  55.8083  -6.1116  17.8284  0.0131  -0.0063  -0.0306
O  -2.7212  -3.3401  33.7807  0.0034  -0.0022  -0.0243
O  31.6219  -8.6579  24.7875  -0.0009  -0.008  -0.0195
O  -7.3906  2.4335  34.2139  0.008  -0.0117  -0.0198
O  10.3609  29.0611  28.7898  0.0018  0.0073  -0.0299
O  27.3939  -14.8089  29.017  -0.0073  0.0061  -0.0218
O  2.7411  8.3135  33.6721  -0.0052  0.0069  -0.0179
O  38.0925  -8.5816  29.6203  0.0121  0.009  -0.0203
O  29.6399  -18.7584  26.5293  -0.0015  0.0048  -0.0154
H  0.5443  2.1805  42.8672  0.1802  -0.3542  -0.2727
H  2.1973  0.5468  42.8672  -0.3141  0.3192  -0.2985
H  4.8946  3.2583  42.8555  -0.3716  0.215  -0.3009
H  3.2425  4.8931  42.8555  0.2887  -0.2917  -0.3008
H  0.5347  7.6312  42.919  0.2709  -0.3761  -0.2247
H  2.1663  5.9757  42.919  -0.2741  0.3043  -0.2675
H  4.8742  8.7021  42.9237  -0.3086  0.1836  -0.2499
H  3.2561  10.3708  42.9237  0.3444  -0.324  -0.2203
H  5.9749  2.1901  42.9298  0.3453  -0.2765  -0.2238
H  7.617  0.5449  42.9298  -0.2767  0.2491  -0.2673
H  10.3367  3.2769  42.9118  -0.2126  0.2998  -0.2806
H  8.6902  4.9176  42.9118  0.307  -0.4015  -0.2089
H  5.99  7.6028  42.8401  0.3239  -0.1631  -0.2896
H  7.6464  5.9725  42.8401  -0.3171  0.3599  -0.2976
H  8.7166  10.3396  42.8546  0.2696  -0.258  -0.3003
H  10.3653  8.7011  42.8546  -0.2911  0.3412  -0.292
H  0.833  1.8868  5.9775  -0.2828  0.4297  0.1949
H  -0.8095  3.5314  5.9775  0.2582  -0.2307  0.2909
H  3.527  -0.8014  6.0226  -0.1544  0.29  0.3023
H  1.8869  0.8449  6.0226  0.3892  -0.305  0.2546
H  0.8067  7.3524  6.015  -0.2116  0.2905  0.28
H  -0.8274  9.0053  6.015  0.3285  -0.3834  0.2662
H  3.5378  4.5956  6.0052  -0.386  0.3265  0.2434
H  1.899  6.244  6.0052  0.2399  -0.264  0.2805
H  6.2419  1.9217  6.0075  -0.2515  0.1845  0.2888
H  4.5887  3.5555  6.0075  0.4023  -0.3174  0.2443
H  9.0163  -0.8449  5.991  -0.3856  0.373  0.1957
H  7.3678  0.7938  5.991  0.2375  -0.1869  0.2921
H  4.6305  8.9491  5.9463  0.1651  -0.2789  0.2641
H  6.2871  7.3189  5.9463  -0.4086  0.3356  0.188
H  8.973  4.6328  6.0153  -0.2786  0.2332  0.281
H  7.3381  6.2851  6.0153  0.3725  -0.3288  0.2906

Results
free energy: -156494.038 eV
free energy less fixed offsets of H -15.71, O -570.45, Si -639.56 eV per atom: -4.278 eV

The program warned: the cutoff lies below the one the program advises for these potential files; the forces do not sum to zero within the program's tolerance; empty levels may hold ghost states of the PAW files; the exchange-correlation potential is rough where the density is thin.
